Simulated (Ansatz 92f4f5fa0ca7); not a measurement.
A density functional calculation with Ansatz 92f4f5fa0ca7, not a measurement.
Periodic cell of 220 atoms, Si132O88, from a study of silicon, its oxide and their interface. The atomic structure is a simulated model.
Doubt: the cutoff is far below the 930 eV that the study's wrapper takes by default for these files, so forces and energies are approximate.
This geometry differs little from another in the collection (a relaxation step or a small displacement).

Settings: functional PBE; potential files Ansatz PAW; basis plane waves; wave-function cutoff 580 eV; density cutoff ratio 5; exchange-correlation grid ratio 1; k mesh 1 x 1 x 1, Gamma-centred; self-consistency stop 5e-08 eV per atom in the density residual; occupations fixed; spin none; net charge 0.

Cell vectors (angstrom)
a 10.938 0 0
b 0 10.938 0
c 0 0 32.6672

Atoms: element, x, y, z (angstrom)
Si -0.3363 0.287 25.232
Si 5.724 -0.4169 25.1571
Si 2.5153 3.0475 25.2155
Si 8.4335 2.5666 25.2303
Si 0.2572 5.2445 25.2057
Si 5.0668 5.8007 25.2532
Si 2.9923 8.1849 25.0745
Si 8.0914 8.4181 25.235
Si 1.363 1.3946 26.4583
Si 6.7562 1.385 26.3975
Si 3.9937 4.2244 26.6167
Si 9.6197 4.1021 26.5607
Si 1.3519 6.9599 26.3992
Si 6.8344 6.8349 26.4587
Si 4.1412 9.5702 26.5895
Si 9.531 9.6492 26.6066
Si 2.7155 0.0234 27.8614
Si 8.1138 0.0643 27.8951
Si 0.0239 2.7193 27.9099
Si 5.432 2.7685 27.8409
Si 2.6408 5.5825 27.9176
Si 8.1957 5.4682 27.8609
Si -0.0104 8.2439 27.8667
Si 5.4957 8.1607 27.91
Si 4.1018 1.3673 29.249
Si 9.5708 1.3673 29.249
Si 1.3673 4.1018 29.249
Si 6.8362 4.1018 29.249
Si 4.1018 6.8362 29.249
Si 9.5708 6.8362 29.249
Si 1.3673 9.5708 29.249
Si 6.8362 9.5708 29.249
Si 0 0 30.6162
Si 5.469 0 30.6162
Si 2.7345 2.7345 30.6162
Si 8.2035 2.7345 30.6162
Si 0 5.469 30.6162
Si 5.469 5.469 30.6162
Si 2.7345 8.2035 30.6162
Si 8.2035 8.2035 30.6162
Si 1.3673 1.3673 31.9835
Si 6.8362 1.3673 31.9835
Si 4.1018 4.1018 31.9835
Si 9.5708 4.1018 31.9835
Si 1.3673 6.8362 31.9835
Si 6.8362 6.8362 31.9835
Si 4.1018 9.5708 31.9835
Si 9.5708 9.5708 31.9835
Si 2.7345 0 0.6835
Si 8.2035 0 0.6835
Si 0 2.7345 0.6835
Si 5.469 2.7345 0.6835
Si 2.7345 5.469 0.6835
Si 8.2035 5.469 0.6835
Si 0 8.2035 0.6835
Si 5.469 8.2035 0.6835
Si 4.1018 1.3673 2.0507
Si 9.5708 1.3673 2.0507
Si 1.3673 4.1018 2.0507
Si 6.8362 4.1018 2.0507
Si 4.1018 6.8362 2.0507
Si 9.5708 6.8362 2.0507
Si 1.3673 9.5708 2.0507
Si 6.8362 9.5708 2.0507
Si 0 0 3.418
Si 5.469 0 3.418
Si 2.7345 2.7345 3.418
Si 8.2035 2.7345 3.418
Si 0 5.469 3.418
Si 5.469 5.469 3.418
Si 2.7345 8.2035 3.418
Si 8.2035 8.2035 3.418
Si 1.336 1.2998 4.8221
Si 6.8536 1.3142 4.7175
Si 4.0817 4.1281 4.7122
Si 9.6248 4.0799 4.7702
Si 1.3822 6.8626 4.8936
Si 6.9183 6.7828 4.6998
Si 4.1087 9.5187 4.8265
Si 9.6239 9.5676 4.8535
Si 2.6684 -0.1152 6.2343
Si 8.2086 0.0414 6.1567
Si -0.0845 2.6576 6.1951
Si 5.4262 2.6761 5.9403
Si 2.8451 5.476 6.2056
Si 8.3053 5.4917 6.1016
Si -0.0051 8.1995 6.3879
Si 5.565 8.0717 6.0615
Si 3.8944 1.5581 7.3069
Si 9.0219 1.7745 7.6052
Si 1.6516 3.7861 7.2942
Si 6.8341 4.0513 7.152
Si 4.7157 6.3607 7.4662
Si 9.2988 6.9965 7.6893
Si 1.3216 9.5797 7.8426
Si 7.1088 9.2811 7.341
O 1.3802 4.1405 24.7062
O 6.9828 9.5414 24.7673
O 2.7884 2.6833 7.7746
O 8.1854 8.189 7.9635
O 5.7666 5.1281 7.9044
O -2.1154 2.2735 18.7851
O 4.0646 7.0047 24.6026
O 9.5228 1.4305 24.7089
O 2.1931 8.5069 8.7505
O 0.9635 4.3254 8.6767
O 9.3777 1.1475 9.0929
O 6.4511 9.9976 8.6422
O 4.6199 1.0365 8.6713
O 4.4579 7.1898 8.8538
O 7.8801 2.9636 7.921
O 9.6817 6.3871 9.1871
O 3.2381 2.4096 23.8915
O 4.9095 -0.4237 23.7216
O 7.8255 3.3886 23.9452
O 10.5496 5.8479 23.8376
O 8.797 7.847 23.8682
O 0.158 10.4335 23.8874
O 5.5112 4.8009 24.0501
O 1.3048 10.4094 21.454
Si 4.1283 6.7352 12.1919
Si 8.465 -2.3389 14.6255
Si 5.3429 2.8402 13.3374
Si 6.7322 -4.005 18.8953
Si 8.5475 -9.6462 17.5303
Si 1.7722 -3.1553 18.2414
Si 0.9115 9.5629 22.7575
Si 11.7806 3.6085 10.1396
Si 5.3445 10.7912 9.5058
Si 2.6479 4.0556 12.454
Si 13.3095 -5.4656 16.5349
Si -1.1021 2.9753 19.8529
Si 10.9489 1.2048 15.5097
Si 0.5027 -6.8238 14.5291
Si 6.5367 0.3439 12.2259
Si 0.464 11.2606 20.0998
Si 14.3104 -6.0667 20.5784
Si 6.7885 -5.7921 11.9206
Si 5.5231 -2.0113 13.811
Si 6.4963 3.8801 23.1384
Si 9.5443 0.0293 12.8443
Si 10.7078 0.663 9.9304
Si 1.8284 -0.3206 17.4449
Si 4.1166 -3.2 20.4795
Si 9.1924 -4.9442 13.4737
Si 0.8684 -5.7975 19.0151
Si 6.0239 2.441 16.2583
Si 4.045 2.3191 22.4703
Si 4.7736 -0.4729 16.3403
Si 9.9147 7.0669 22.9685
Si 7.5258 -1.4897 17.3906
Si 9.425 5.5669 10.5931
Si -2.7095 5.2233 21.0533
Si 3.8277 -0.7236 22.5484
Si 4.943 4.8294 17.7192
Si 14.4653 -2.6851 9.6618
O 1.6782 4.5959 17.7156
O 9.877 -10.0029 16.6841
O 19.0386 0.7258 12.5036
O 6.0877 -1.1936 12.5078
O 2.9584 -2.9187 19.3694
O 5.9619 6.105 17.7105
O 3.7822 -4.6172 21.2731
O 4.4838 7.7582 13.3917
O -1.1857 6.4223 11.9673
O 2.2632 3.9559 10.8704
O 14.5761 -7.3962 21.4875
O 5.0814 1.1238 16.3135
O 5.6488 1.2618 13.2076
O 4.1972 4.7731 19.1773
O 2.5363 9.2933 23.5072
O 10.3885 4.2479 10.7073
O 16.6482 3.4201 17.5205
O 7.8889 -0.0821 18.1086
O 4.1829 -1.8905 21.4978
O 7.578 2.0041 16.412
O 5.6608 2.5271 22.7187
O 5.9366 -1.376 17.0331
O -3.2563 -2.8294 18.302
O 1.5963 0.5499 18.7987
O -0.8025 -0.5922 19.7525
O 7.6177 5.6038 13.2527
O 7.838 5.1233 10.6529
O 17.1436 -7.2791 12.2191
O 5.7515 3.2573 14.8596
O 9.9951 -6.1963 14.1289
O -1.7772 -1.4404 13.4426
O 3.2254 7.5277 11.0787
O 1.484 -5.7054 15.2008
O 14.7014 3.0086 12.9859
O 11.2625 -8.1286 15.4686
O 9.2944 -3.7396 14.5554
O 6.8785 -2.673 14.4191
O 9.2101 6.3821 21.689
O -0.5075 0.7895 13.9921
O 0.195 8.1129 22.582
O 1.7655 4.8773 20.3531
O 7.6748 -5.0876 19.6673
O 5.6162 -3.3099 19.8725
O 2.4218 -3.8875 16.9262
O 1.1151 -1.7826 17.7124
O 3.1932 -5.3858 12.7863
O 3.6844 0.7936 21.9116
O 10.9098 -8.9871 20.5049
O 10.4566 4.2847 19.0711
O 6.137 0.6263 10.6804
O 5.5346 -4.7956 11.5793
O 12.1793 3.6713 13.155
O -4.0293 -6.0198 21.9719
O 3.9181 4.9731 16.4475
O 8.9302 -7.1828 20.9859
O -2.4065 -1.6404 16.091
O 3.4105 -0.6578 17.1807
O 11.6543 1.978 10.1286
O 12.2517 0.3574 16.0219
O 4.2311 9.6927 9.9691
O 11.4772 -0.4071 8.945
O 10.3521 0.0023 11.3926
O 4.6903 -1.0372 14.8075
O 0.6379 6.7613 18.8602

Results
free energy: -133959.845 eV
free energy less fixed offsets of O -568.88, Si -635.61 eV per atom: 2.115 eV

Forces (eV/angstrom), in the order of the atoms: element, x, y, z
Si -0.0279 0.0348 0.0278
Si -0.0148 -0.0034 -0.011
Si -0.0081 0.0037 -0.0101
Si -0.0069 0.0046 -0.0041
Si 0.0007 -0.0046 0.0213
Si 0.0117 0.0051 -0.0187
Si 0.0907 -0.0776 0.137
Si -0.0058 0.0074 -0.0186
Si 0.0013 0.0014 0.006
Si -0.0007 -0.0119 -0.01
Si -0.0101 -0.008 -0.0018
Si 0.0023 -0.002 0.0021
Si -0.0475 -0.0278 0.015
Si -0.0025 0.002 0.0078
Si -0.0005 -0.0064 -0.0233
Si 0.0008 -0.0053 -0.0041
Si -0.0099 0.0103 0.0044
Si 0.0034 0.0031 0.0075
Si -0.0026 -0.0012 0.0016
Si 0.0002 0.0104 0.0049
Si 0.0284 0.0005 0.0125
Si -0.0058 0.0013 0
Si -0.0092 0.0161 0.0011
Si 0.0042 -0.007 0.0047
Si -0.0154 0.1278 -0.2053
Si -0.1861 0.0474 0.0969
Si -0.2278 0.2335 0.2373
Si -0.0225 -0.0975 -0.209
Si -0.0495 0.0452 0.3462
Si -0.0109 0.0079 -0.2302
Si 0.0864 0.055 -0.0675
Si -0.1592 0.0792 0.2018
Si -0.075 -0.048 -0.0227
Si 0.0073 -0.1082 -0.005
Si 0.1187 0.0989 -0.0278
Si 0.0644 0.0216 0.0056
Si -0.006 -0.1541 0.024
Si -0.0682 -0.0827 -0.0206
Si 0.1383 0.0466 0.0249
Si 0.0479 0.0711 -0.0254
Si -0.0384 0.0471 -0.0328
Si -0.0251 0.0028 -0.0387
Si 0.0269 -0.023 0.0054
Si -0.0618 0.0607 0.0013
Si -0.0335 0.0297 -0.0427
Si -0.0205 -0.0072 -0.0284
Si -0.0423 0.0726 -0.0064
Si 0.0144 -0.016 0.012
Si 0.0361 -0.0355 0.0227
Si -0.0265 0.0234 0.018
Si -0.0167 0.0212 0.0125
Si 0.0523 0.0062 0.0231
Si 0.0422 -0.0506 0.0074
Si 0.0067 -0.0654 0.0416
Si 0.0529 -0.0652 0.0109
Si 0.0152 0.0114 0.0051
Si -0.0742 -0.05 0.0345
Si -0.0265 0.0055 0.0203
Si 0.0029 -0.0095 0.0063
Si -0.091 0.0007 -0.0254
Si 0.0279 -0.0137 0.0165
Si 0.0672 0.165 0.0071
Si -0.0679 0.0514 0.0133
Si -0.0431 -0.0316 -0.0018
Si 0.0451 -0.3422 -0.0652
Si -0.2689 -0.4685 -0.1244
Si -0.4391 -0.2232 0.0646
Si 0.1152 0.0916 -0.1201
Si 0.4249 0.1911 0.2775
Si 0.1725 -0.0613 -0.5513
Si -0.1334 -0.0594 0.2902
Si 0.5053 0.3557 -0.0965
Si 0.002 -0.0028 -0.0015
Si -0.0002 -0.0002 -0.0002
Si -0.0005 0.001 -0.0039
Si 0.001 -0.0028 -0.0012
Si -0.0006 -0.0003 0.0001
Si 0.0018 -0.0006 -0.0016
Si 0.0001 0.0013 -0.0026
Si -0.0012 0.0002 -0.0006
Si -0.0007 -0.0018 0.0015
Si -0.0023 -0.0001 -0.0032
Si -0.0003 0.0039 -0.0014
Si 0.0036 0.0002 0.0063
Si 0.002 0.0019 -0.0009
Si -0.003 0.0005 0.0004
Si 0.0031 0.0008 0.0005
Si -0.0012 0.0006 -0.0027
Si -0.0039 0.0063 0.0154
Si -0.0024 0.0003 0.02
Si 0.0059 -0.0052 0.0292
Si 0.0024 -0.0052 0.0103
Si -0.0029 0.0013 0.0199
Si -0.0097 -0.0005 0.023
Si 0.0048 -0.0022 0.0108
Si 0.0081 -0.0081 0.0114
O 0.0203 -0.0173 0.0095
O 0.0116 -0.0054 0.0058
O -0.0112 0.0027 -0.0258
O 0.0033 0.0022 -0.0226
O 0.0019 0.0007 -0.0118
O 0.0809 0.1693 0.0907
O 0.0022 -0.0192 0.0105
O 0.0194 -0.0192 0.004
O 0.0107 0.0003 -0.0075
O 0.0099 -0.0064 -0.0154
O 0.0001 0.0009 -0.0196
O 0.0026 0.0001 -0.0086
O -0.0015 -0.003 -0.0143
O -0.001 0.0003 -0.0158
O 0.0041 0.0009 -0.0156
O 0.0014 0.0012 -0.0194
O 0.0027 -0.0018 0.0072
O -0.0389 -0.0106 -0.008
O -0.0035 0.0085 0.0039
O -0.0052 0.0062 -0.0022
O 0.0044 0.0024 0.0278
O 0.0766 -0.0403 -0.0971
O -0.0025 0.0084 0.0191
O 0.1047 0.6742 -0.4137
Si 0.005 0.0059 0.0312
Si 0.0054 0.0258 0.0954
Si 0.0097 0.001 0.0327
Si 0.0668 0.0841 -0.0578
Si 0.1286 -0.3253 0.207
Si -0.0885 0.0633 0.0156
Si -0.0641 -0.0478 0.0636
Si -0.014 -0.0004 0.0293
Si -0.0076 -0.0007 0.0308
Si 0.0041 0.0026 0.0286
Si 0.0108 0.0123 -0.0058
Si -0.3201 0.0758 -0.3211
Si -0.1745 0.033 0.0781
Si -0.0169 -0.0067 0.0094
Si 0.0047 -0.0012 0.0328
Si -2.1797 -0.9791 -1.2559
Si 0.0274 0.0218 -0.0282
Si 0.0045 0.0013 0.0365
Si 0.0256 -0.0119 0.0252
Si -0.0108 -0.0242 -0.0124
Si -0.0041 -0.0074 0.0337
Si 0.0027 0.0001 0.0282
Si -0.1256 -0.4132 -0.2323
Si 0.0402 -0.001 -0.0564
Si -0.004 0.0154 0.0308
Si 0.0389 0.1023 -0.0388
Si 0.0548 0.0001 0.0243
Si 0.0304 0.0184 -0.0079
Si 0.1536 -0.0062 -0.014
Si -0.0335 0.0073 -0.0601
Si 0.1532 0.1196 0.1491
Si 0.0046 0.0002 0.0319
Si -0.0156 0.0858 -0.0789
Si 0.0906 0 -0.0076
Si 0.026 0.0177 -0.0065
Si -0.005 0.0033 0.0266
O -0.0055 -0.0253 0.0181
O 0.0699 0.0772 -0.1402
O 0.0046 0 -0.0165
O -0.0024 0.0016 -0.0123
O 0.0145 0.0091 0.0299
O -0.0163 -0.0135 0.002
O -0.0116 -0.02 0.0257
O -0.0045 -0.0035 -0.0193
O 0.0006 -0.0013 -0.014
O -0.0005 -0.0008 -0.0141
O -0.0108 0.004 0.0136
O -0.0313 -0.0162 -0.0036
O -0.0029 0.0005 -0.0137
O -0.0088 -0.0063 0.0136
O -0.1256 0.1447 -0.1718
O 0.0114 -0.0046 -0.0287
O 0.0025 -0.0268 -0.0022
O -0.1254 0.0787 -0.1572
O -0.0188 0.0027 0.0163
O -0.0159 0.0195 -0.0085
O -0.0106 0.0006 0.0199
O -0.0889 0.0097 -0.0404
O -0.059 -0.0712 -0.0023
O -0.4391 0.2444 1.2824
O 1.74 1.1471 0.6802
O -0.0018 -0.0028 -0.0191
O -0.0022 -0.0001 -0.0155
O 0.0012 0.0003 -0.0161
O -0.003 0.0005 -0.0112
O 0.0265 -0.0159 -0.0063
O 0.0056 0.0041 -0.0251
O 0.0039 -0.001 -0.0127
O 0.0006 0.0006 -0.0066
O -0.0012 -0.0006 -0.014
O 0.0169 -0.0201 -0.0174
O 0.0045 -0.0068 -0.0243
O -0.0148 -0.0009 -0.0238
O -0.0127 -0.0429 0.0132
O 0.0246 0.0006 -0.003
O 0.0812 0.0795 0.0286
O -0.0145 -0.0138 0.0232
O 0.0107 -0.0423 0.047
O -0.039 -0.0033 0.0399
O 0.0135 -0.0148 -0.0203
O 0.1592 0.1256 -0.0515
O 0.0026 0.0027 -0.0142
O -0.0066 0.0044 0.0063
O 0.9336 -0.9156 -0.016
O -0.0257 -0.1456 0.0964
O -0.0003 0.001 -0.0182
O -0.0043 -0.0001 -0.0142
O -0.0017 0.0028 0.0051
O 0.0076 0.0036 0.0096
O -0.0193 0.0005 -0.0103
O 0.1131 -0.1037 0.0236
O -0.0047 -0.0279 -0.0841
O -0.139 0.0746 0.0936
O 0.0037 0.0084 -0.0165
O 0.0612 0.0198 0.1218
O 0.0008 -0.0014 -0.0187
O -0.0019 0.0048 -0.012
O 0.0025 0.0016 -0.0141
O -0.0191 0.0074 0.0045
O 0.019 -0.0491 0.0115

The program warned: the cutoff lies below the one the program advises for these potential files; the exchange-correlation potential is rough where the density is thin.
